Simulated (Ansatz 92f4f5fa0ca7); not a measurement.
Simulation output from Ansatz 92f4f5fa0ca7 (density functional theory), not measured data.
Periodic cell of 273 atoms, Si157O104As12, from a study of silicon, its oxide and their interface. The atomic structure is a simulated model.
Doubt: the cutoff is far below the 930 eV that the study's wrapper takes by default for these files, so forces and energies are approximate.

Settings: functional PBE; potential files Ansatz PAW; basis plane waves; wave-function cutoff 580 eV; density cutoff ratio 5; exchange-correlation grid ratio 1; k mesh 1 x 1 x 1, Gamma-centred; self-consistency stop 5e-08 eV per atom in the density residual; occupations fixed; spin none; net charge 0.

Cell vectors (angstrom)
a	11.6015	0	0
b	0	13.3963	0
c	0	0	31.4434

Atoms and the computed forces on them: element, x, y, z (angstrom), force x, y, z (eV/angstrom)
Si	-0.0293	-0.2724	24.8791	-0.0866	-0.1429	0.0315
As	3.9302	-0.17	24.4975	-0.2142	0.0167	-0.2785
As	7.7071	-0.103	24.6134	0.1057	-0.0365	-0.4051
Si	1.8192	3.2655	24.4211	-0.079	0.2679	-0.1491
Si	5.8585	3.29	24.6892	0.1595	0.0299	-0.2271
As	9.6423	3.2174	24.6859	0.2555	-0.0311	-0.5436
As	-0.0406	6.5409	24.4339	-0.0241	0.0491	-0.1991
As	3.8517	6.6042	24.4866	0.0619	0.0666	-0.1431
Si	7.6833	6.3716	24.696	0.009	-0.1918	-0.2951
Si	1.9669	9.9083	24.6975	0.0914	-0.2085	-0.21
As	5.7122	9.9125	24.6636	0.1274	0.1122	-0.5539
Si	9.5074	9.99	24.7718	-0.2799	-0.0205	-0.2905
Si	0.0081	2.0769	25.4341	-0.1995	0.0146	0.3219
Si	3.8246	2.1436	25.2636	0.1345	-0.1541	0.1215
Si	7.7376	2.1085	25.6027	-0.2078	0.0059	0.4337
Si	1.9159	5.4615	25.4315	-0.0955	0.2021	0.3213
Si	5.6924	5.4665	25.5963	-0.0077	0.0303	0.17
Si	9.691	5.4538	25.576	0.0993	0.0037	0.4359
Si	-0.067	8.8101	25.355	0.0666	0.0307	0.2919
Si	3.8442	8.7637	25.6051	-0.118	0.0054	0.3271
Si	7.6455	8.7027	25.4539	0.0171	0.0895	0.338
Si	2.0088	12.1579	25.5639	0.1481	-0.0251	0.3571
Si	5.7989	12.1696	25.6114	0.0186	-0.0195	0.4173
Si	9.5689	12.1726	25.683	0.0107	0.0767	0.3689
Si	0.0138	2.1571	27.853	0.1917	-0.1824	-0.1511
Si	3.8466	2.1824	27.7482	0.012	0.1624	-0.0467
Si	7.7369	2.1601	27.9451	-0.1485	0.0882	-0.0678
Si	1.9219	5.5282	27.8458	-0.0273	-0.1777	-0.147
Si	5.7581	5.5209	27.9403	0.1557	-0.0835	0.017
Si	9.6868	5.516	27.933	-0.1028	0.1249	-0.1053
Si	-0.0248	8.8741	27.792	-0.0284	0.1069	0.0012
Si	3.8627	8.8368	27.9487	-0.2193	0.0365	-0.0905
Si	7.6973	8.82	27.858	0.1988	-0.1631	-0.1116
Si	1.9644	12.2091	27.9301	-0.067	-0.1159	-0.1395
Si	5.8001	12.2233	27.957	-0.0629	0.0346	-0.1753
Si	9.6327	12.2202	28.0052	0.0759	-0.0955	-0.0707
Si	1.9581	1.0651	28.6665	-0.0716	0.0439	-0.0943
Si	5.7626	1.0851	28.6731	0.0554	-0.0369	-0.0472
Si	9.6807	1.0731	28.7096	-0.0246	-0.0395	-0.1379
Si	0.0149	4.388	28.6792	0.0099	0.0995	-0.1152
Si	3.8322	4.3873	28.6676	0.0133	-0.0065	-0.0236
Si	7.7266	4.4147	28.6756	0.015	-0.0176	0.06
Si	1.891	7.7608	28.675	0.0265	0.0562	-0.148
Si	5.7908	7.7471	28.7194	0.0006	-0.0295	-0.1387
Si	9.6645	7.771	28.6728	0.019	-0.0174	-0.006
Si	0.0023	11.0976	28.6715	0.011	-0.0102	-0.0185
Si	3.8769	11.0843	28.7054	-0.0609	0.027	-0.0132
Si	7.7105	11.0618	28.7023	0.0758	0.0749	-0.0897
Si	1.9336	1.1164	31.0484	0.1355	0.0009	-0.1131
Si	5.8008	1.1164	31.0484	-0.1911	0.054	-0.0355
Si	9.6679	1.1164	31.0484	0.1006	0.0538	0.1517
Si	0	4.4654	31.0484	0.0308	-0.1948	0.0732
Si	3.8672	4.4654	31.0484	-0.1057	-0.1695	-0.0108
Si	7.7343	4.4654	31.0484	-0.045	-0.0249	-0.0112
Si	1.9336	7.8145	31.0484	-0.1918	-0.1632	-0.0367
Si	5.8008	7.8145	31.0484	0.0251	-0.0826	0.2778
Si	9.6679	7.8145	31.0484	0.0395	0.0014	-0.0998
Si	0	11.1635	31.0484	0.0306	-0.1852	-0.0741
Si	3.8672	11.1635	31.0484	0.0268	-0.1393	0.1548
Si	7.7343	11.1635	31.0484	-0.0939	-0.2752	0.1735
Si	0	0	0.3944	-0.0402	0.1077	0.0082
Si	3.8672	0	0.3944	-0.0329	0.063	0.2072
Si	7.7343	0	0.3944	-0.0114	0.0619	-0.1021
Si	1.9336	3.3491	0.3944	0.0181	-0.0423	-0.0454
Si	5.8008	3.3491	0.3944	0.136	-0.0314	-0.0434
Si	9.6679	3.3491	0.3944	0.1086	-0.1554	-0.3256
Si	0	6.6981	0.3944	0.0896	0.3077	-0.0064
Si	3.8672	6.6981	0.3944	0.0371	0.1279	-0.296
Si	7.7343	6.6981	0.3944	0.0044	0.0772	-0.227
Si	1.9336	10.0472	0.3944	-0.0056	0.2191	0.0995
Si	5.8008	10.0472	0.3944	-0.0221	0.1862	-0.2046
Si	9.6679	10.0472	0.3944	0.0865	0.0481	0.0255
Si	-0.0134	0.0593	2.7727	0.0339	-0.0084	-0.0382
Si	3.8716	0.0589	2.7882	-0.0043	0.0462	0.0253
Si	7.7274	0.0487	2.7713	0.0131	0.0669	0.0895
Si	1.9648	3.3788	2.7503	0.0075	0.0015	0.1004
Si	5.863	3.3833	2.7542	-0.0564	0.0114	0.0788
Si	9.7247	3.3453	2.7194	-0.0466	-0.0008	0.1419
Si	0.0303	6.7896	2.7632	0.0289	-0.1158	0.1149
Si	3.8895	6.75	2.7356	-0.003	-0.0777	0.1289
Si	7.7691	6.7531	2.7331	-0.0307	-0.0126	0.0097
Si	1.9523	10.1311	2.7763	-0.037	-0.0582	0.0636
Si	5.7891	10.1144	2.7237	0.0086	-0.0409	0.0704
Si	9.6897	10.0804	2.7609	0.0092	0.0535	0.0408
Si	0.0431	2.2848	3.6086	0.1005	-0.1627	0.033
Si	3.9214	2.3114	3.5666	0.0342	-0.1535	0.0091
Si	7.8066	2.2893	3.5865	0.0505	-0.1789	0.0581
Si	1.96	5.6239	3.4802	-0.0309	-0.0516	0.1573
Si	5.8362	5.6327	3.4726	0.0091	0.016	0.1645
Si	9.7098	5.5788	3.3989	-0.027	0.1338	0.1198
Si	0.0429	9.0359	3.6283	-0.1004	0.183	0.2295
Si	3.8859	8.9814	3.525	0.0072	0.2733	0.2166
Si	7.7121	9.0071	3.4724	0.1396	-0.0651	0.0471
Si	1.9119	12.3839	3.5963	-0.1072	0.0757	0.0318
Si	5.8026	12.3247	3.5854	-0.1569	0.0291	0.0299
Si	9.6526	12.3143	3.5469	0.1584	0.0372	-0.0415
Si	0.0788	2.3644	6.0246	-0.0625	0.0923	-0.178
Si	4.0074	2.4122	5.9437	-0.1299	0.0144	-0.3116
Si	7.8849	2.3658	5.991	-0.0551	0.0372	-0.2935
Si	1.9826	5.6286	5.8235	0.2063	0.0977	-0.4554
Si	5.8679	5.6842	5.8175	-0.0052	0.0728	-0.3114
Si	9.723	5.6049	5.7063	0.0331	0.19	-0.4149
Si	0.1351	9.1521	6.0861	-0.1199	-0.1883	-0.393
Si	3.9268	9.0344	5.8979	0.1364	-0.1786	-0.4464
Si	7.7127	9.0347	5.8065	0.2236	0.0562	-0.3435
Si	1.8677	12.5434	6.0074	0.1952	-0.0273	-0.2868
Si	5.8241	12.3468	5.9782	0.0922	-0.0921	-0.3451
Si	9.625	12.3445	5.9114	-0.1256	-0.1195	-0.2329
Si	2.0903	1.4071	6.8626	0.3659	0.3194	0.1448
Si	5.9425	1.2212	6.6749	0.224	0.1022	0.3684
Si	9.7929	1.1329	6.8418	0.0656	0.0021	0.4148
As	0.0226	4.6497	6.8507	-0.0665	-0.1323	0.4142
As	3.9693	4.6386	6.8948	-0.1641	0.0299	0.2316
As	7.815	4.6384	6.8459	-0.0432	-0.0314	0.3775
As	2.0686	7.8343	6.7815	-0.1302	-0.0004	0.5356
As	5.8646	7.883	6.8478	-0.0765	0.0551	0.4023
Si	9.7276	7.8854	6.3854	-0.1731	-0.2095	0.1129
Si	-0.0474	11.4907	6.9772	-0.1601	0.0842	0.4167
Si	3.767	11.3276	6.6703	-0.193	0.0249	0.2041
As	7.7349	11.1822	6.9257	-0.0453	0.0581	0.2851
O	3.2912	11.5677	8.2736	-0.0026	-0.0868	-0.043
O	6.1566	1.177	8.3245	-0.0083	-0.0114	0.0065
O	2.431	1.7988	8.4933	-0.1863	-0.1553	-0.151
O	9.4711	7.4433	7.9691	0.2348	0.2077	0.2586
O	11.3176	11.9654	8.6378	0.1939	-0.283	-0.2849
O	9.9762	0.8287	8.5165	-0.0371	0.1572	-0.1609
O	9.1405	10.2994	23.1646	0.0203	-0.0115	-0.0385
O	2.1931	9.7594	23.0338	0.008	0.1373	0.0493
O	6.2232	3.572	23.0569	-0.0254	-0.1022	0.2103
O	7.7099	5.8317	23.0771	-0.0156	0.0882	0.2015
O	1.5251	3.5222	22.7456	0.0624	-0.1865	0.3017
O	11.4898	12.4635	23.3281	0.0645	0.2013	-0.2047
Si	10.0568	9.3984	17.8204	0.0006	0.0065	0.017
Si	14.9637	-6.9768	11.6382	0.0254	-0.0614	0.1989
Si	6.0609	11.5704	11.0193	0.0226	-0.0844	0.2414
Si	12.8007	9.4187	18.9452	-0.1122	0.0026	-0.1888
Si	12.3218	12.9087	21.9924	-0.2238	-0.1203	0.0046
Si	0.9739	2.5373	21.5366	-0.1185	0.0678	-0.0247
Si	2.9595	2.2942	18.9893	0.1365	-0.0244	-0.2299
Si	24.5848	8.3814	10.228	0.0049	-0.0516	0.2606
Si	17.5856	3.7032	13.5637	-0.058	0.0306	-0.0613
Si	4.2618	15.3361	11.9302	0.1417	-0.0024	0.1652
Si	3.8161	8.8302	13.0592	0.0123	-0.0079	0.1022
Si	17.1155	2.7481	16.3532	0.0335	0.0127	0.016
Si	4.5377	-0.3828	18.8848	0.108	-0.0046	-0.1037
Si	13.485	12.12	17.7188	0.0001	0.0342	-0.1244
Si	10.1835	7.8819	9.3514	-0.131	-0.1504	-0.1235
Si	-0.3909	-3.8442	12.65	-0.0991	0.0825	0.1622
Si	6.6398	6.6196	14.6228	-0.026	0.0018	-0.0553
Si	17.6355	7.6782	11.7808	0.0205	0.0203	0.0126
Si	9.6024	2.8525	15.4128	0.0264	0.0239	0.001
Si	9.4551	2.605	20.8254	-0.102	-0.123	-0.0936
Si	2.5319	7.5494	17.1071	-0.0815	0.0323	-0.0168
Si	2.5587	10.5019	21.6239	0.1107	-0.0526	0.1162
Si	10.4211	12.5017	17.5655	-0.0804	-0.0479	0.0124
Si	17.2035	-2.5665	20.7285	0.1833	-0.0764	-0.1881
Si	10.1258	13.7995	12.4832	0.0484	0.1678	0.2004
Si	8.7661	13.3705	15.1196	0.0717	-0.0744	0.0392
Si	5.0446	8.9522	15.9067	-0.0385	-0.0392	-0.1784
Si	8.3246	10.5341	21.7917	-0.0722	-0.0482	0.114
Si	2.7387	1.1483	16.2765	-0.0533	-0.0211	-0.044
Si	8.4463	9.4286	11.1139	-0.0367	-0.0279	0.1591
Si	4.1022	4.9785	17.8586	0.0876	0.0135	0.0052
Si	8.3948	2.8829	11.5428	-0.0112	0.111	0.1659
Si	16.0156	-0.7791	13.465	0.0152	-0.0729	-0.0683
Si	13.3725	15.2752	9.9911	0.035	0.1835	0.1935
Si	13.6067	-2.1231	12.3868	0.0212	-0.1253	0.2989
Si	-0.6839	-0.0853	9.5319	-0.3715	-0.0471	-0.1993
Si	3.2846	-2.4826	9.7583	0.0504	0.055	0.1509
Si	7.5738	-4.6003	19.5918	0.0123	-0.0163	-0.0396
Si	7.2856	4.4935	22.2006	-0.0912	0.1206	0.2921
Si	8.0603	3.3581	18.0291	-0.0228	0.0594	-0.002
Si	6.4485	14.5641	9.9099	-0.0869	-0.0356	-0.0522
Si	5.9607	11.9678	16.1491	-0.0279	0.0101	-0.0223
Si	12.2418	1.9828	14.0628	-0.0427	0.0249	0.0563
Si	9.4694	5.7658	14.4003	0.0126	0.0231	-0.0083
Si	24.4297	4.1772	11.7654	0.011	0.0212	0.1498
Si	11.4651	7.8604	15.4032	-0.0354	0.1018	0.0083
Si	6.6249	5.7298	19.4037	0.0386	0.0986	-0.1199
Si	10.032	18.9207	11.4808	0.067	-0.1381	0.1161
Si	9.7777	-0.3648	20.4245	-0.2574	0.0911	-0.1572
O	5.3845	-1.6727	12.5045	0.0154	0.0451	-0.115
O	11.1615	2.4157	15.2149	-0.0096	0.0458	0.0574
O	10.0353	10.9454	17.3513	0.0128	0.0008	0.0012
O	8.5496	9.0127	18.3	0.0096	0.0335	-0.0047
O	12.6523	3.2215	13.0817	-0.006	-0.0006	-0.0453
O	14.3938	15.0881	11.2705	-0.0665	-0.0445	-0.1129
O	4.1514	10.3385	21.2917	-0.0156	0.0339	0.0906
O	9.2412	3.3854	16.9078	0.0404	-0.0428	-0.0128
O	5.4376	-0.7199	17.5388	-0.0026	0.0361	0.027
O	7.7714	2.0464	10.2888	0.0586	-0.0491	-0.148
O	4.9377	12.4035	14.9713	-0.0201	0.0274	0.0617
O	21.5003	6.6583	10.356	-0.0095	-0.0435	-0.0165
O	8.4366	9.1449	20.9356	0.0345	0.0113	0.0683
O	21.0312	9.2633	9.8191	0.0871	0.0615	-0.08
O	10.191	-0.3603	11.0143	0.0509	-0.0364	-0.2237
O	18.2615	7.4811	13.2615	0.0059	-0.0181	-0.0328
O	4.2269	1.2211	19.1726	-0.0491	0.026	0.0701
O	5.1435	5.855	18.7458	-0.0171	-0.0235	0.0335
O	20.9675	6.162	12.825	0.011	0.0185	-0.059
O	21.0143	4.1419	14.435	0.0132	-0.0267	-0.0182
O	6.5203	-0.374	10.4358	0.0747	0.0089	-0.0513
O	10.5094	8.4663	16.5733	0.0021	-0.012	0.0066
O	2.524	-0.4907	16.4167	0.0048	0.012	0.0281
O	17.5103	5.2301	14.1513	-0.0093	-0.0001	0.0408
O	8.9249	11.7731	20.9458	0.0741	0.0398	0.006
O	3.5005	3.8169	18.8208	-0.0289	-0.034	0.0503
O	11.9959	12.7632	17.8966	0.0815	-0.0156	0.048
O	8.5973	1.6049	15.0741	-0.055	-0.0096	-0.005
O	15.9495	9.3332	14.4879	-0.0034	-0.0135	-0.0184
O	11.4089	8.8696	14.1187	0.042	-0.0197	-0.023
O	1.839	7.9857	18.5181	0.03	-0.0268	0.0473
O	5.8906	10.3094	16.335	-0.0003	-0.0359	0.0271
O	12.7254	16.7431	10.3497	-0.0124	-0.0407	-0.1341
O	13.7235	1.8467	17.6384	-0.0331	0.0344	0.1022
O	9.5752	-0.2379	18.8032	0.0582	-0.0135	0.101
O	11.0675	2.95	20.9847	0.1421	-0.0105	0.0909
O	4.594	3.3109	12.7776	-0.0085	-0.0488	-0.0621
O	3.8225	-4.8517	16.9082	0.0011	0.0165	0.0403
O	8.5988	3.5984	21.7932	0.0089	-0.0091	-0.071
O	16.6123	-6.9501	11.2579	-0.005	0.0587	-0.0733
O	5.2295	15.3207	10.6422	-0.0901	0.0513	-0.021
O	6.7282	2.5264	17.4711	-0.0523	-0.0405	-0.0155
O	14.8912	7.2719	13.059	-0.0087	0.0309	-0.0478
O	1.7089	9.8273	20.4194	-0.0298	-0.0464	0.044
O	12.0119	8.6785	11.5304	0.136	-0.0918	-0.2566
O	2.4529	-1.6069	10.8864	-0.0085	0.0769	-0.1599
O	2.9854	5.9873	17.2403	-0.0258	-0.0173	-0.0387
O	9.4264	1.8763	12.3024	-0.0147	-0.0748	-0.0445
O	17.7712	2.7571	14.8716	0.0384	-0.0288	0.0497
O	1.9657	2.4074	20.2577	-0.0659	-0.0161	0.1294
O	16.4497	4.2161	16.6269	-0.0194	-0.0015	-0.0337
O	11.8032	8.0901	9.1155	0.0065	-0.0013	-0.0419
O	10.0163	-0.22	16.1533	0.0013	0.0245	-0.0543
O	5.3903	-1.0666	20.0949	-0.0222	-0.048	0.1257
O	1.0431	14.4739	22.2581	-0.0171	-0.0014	-0.0258
O	9.5729	9.5845	12.3481	-0.0188	-0.009	-0.1089
O	7.458	12.5345	15.6925	-0.0409	-0.0022	-0.0144
O	9.2478	4.1707	11.0151	-0.0032	0.0015	-0.0966
O	10.8384	6.3913	15.0309	0.0272	-0.0549	0.0232
O	14.2759	4.9571	11.8528	0.0134	0.0115	-0.0846
O	18.8316	3.4413	12.5458	0.0086	-0.0238	-0.0377
O	0.0115	18.6502	11.7733	-0.0174	0.0036	-0.0668
O	13.9991	7.1358	10.5256	-0.0922	0.0848	-0.1435
O	14.6355	-1.058	18.8664	-0.0701	-0.0123	0.0813
O	5.9286	7.5684	15.7574	0.0214	0.0095	0.0306
O	11.3563	12.726	20.6973	0.2462	0.0024	0.0471
O	16.5995	8.9364	11.932	0.001	0.0321	-0.0252
O	16.1616	0.7661	13.0123	0.0259	0.04	-0.076
O	18.7657	7.2379	19.6061	-0.0054	-0.0731	0.0429
O	7.3813	8.1418	10.9706	-0.012	-0.0024	-0.0178
O	4.8981	-2.5191	10.0924	-0.0916	-0.0534	-0.1203
O	7.6034	4.8878	18.3953	-0.0075	-0.0006	0.0119
O	11.6056	0.7488	13.163	-0.0504	-0.038	-0.098
O	1.4175	7.6912	15.9028	0.0208	-0.0255	0.0018
O	7.4567	10.7229	11.1227	0.002	0.0338	-0.0711
O	2.4104	9.5336	9.69	-0.0277	-0.0513	-0.0783
O	11.1697	9.2635	19.0165	0.0853	0.0246	0.0754
O	6.718	-2.5019	21.931	-0.0567	0.0246	0.0438
O	8.797	2.7236	19.3333	0.0613	-0.0004	0.1048
O	2.0931	12.069	21.7674	0.0538	0.0416	0.0105
O	1.9966	1.5821	14.8942	-0.0099	0.0124	0.0127
O	2.6114	9.7739	12.5906	-0.0534	0.0633	-0.052
O	8.1525	6.3527	15.1667	-0.0159	0.021	0.0327
O	0.6338	0.7314	10.007	0.1031	0.0059	-0.0446
O	9.3025	14.4008	21.1851	0.0047	0.0696	0.0506
O	2.8079	-1.159	13.4313	-0.0463	-0.0666	-0.1217
O	13.2272	10.4959	17.7498	0.033	0.031	0.0476
O	6.2315	9.7697	19.6018	-0.0873	0.0957	0.1161
O	4.3223	1.6132	16.2841	0.049	-0.0157	0.0356
O	6.5337	4.9783	20.8438	-0.0332	-0.0083	-0.0217
O	9.2284	12.9332	13.5861	-0.0048	0.018	-0.0588
O	11.9831	11.0469	12.6429	0.0651	0.0124	-0.1021

Results
free energy: -217229.639 eV
free energy less fixed offsets of As -4856.12, O -568.88, Si -635.61 eV per atom: -1.909 eV

The program warned: the cutoff lies below the one the program advises for these potential files; the forces do not sum to zero within the program's tolerance; the exchange-correlation potential is rough where the density is thin.
